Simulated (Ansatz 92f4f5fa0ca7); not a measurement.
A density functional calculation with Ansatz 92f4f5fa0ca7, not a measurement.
Periodic cell of 214 atoms, Si131O81P2, from a study of silicon, its oxide and their interface. The atomic structure is a simulated model.
Doubt: the cutoff is far below the 930 eV that the study's wrapper takes by default for these files, so forces and energies are approximate.
This geometry differs little from another in the collection (a relaxation step or a small displacement).

Settings: functional PBE; potential files Ansatz PAW; basis plane waves; wave-function cutoff 580 eV; density cutoff ratio 5; exchange-correlation grid ratio 1; k mesh 1 x 1 x 1, Gamma-centred; self-consistency stop 5e-08 eV per atom in the density residual; occupations fixed; spin none; net charge 0.

Cell vectors (angstrom)
a, 10.938, 0, 0
b, 0, 10.938, 0
c, 0, 0, 31.5432

Atoms: element, x, y, z (angstrom)
Si, 10.4345, 0.5771, 24.34
Si, 6.0404, 10.5062, 24.1444
Si, 2.1294, 3.2491, 24.082
Si, 8.6998, 2.259, 24.3007
Si, 0.5003, 5.0565, 24.1617
Si, 5.0518, 5.8975, 24.1948
Si, 3.3924, 7.6518, 24.1541
Si, 7.8266, 8.8298, 23.99
Si, 1.3422, 1.4829, 25.4547
Si, 6.9132, 1.307, 25.4888
Si, 4.0227, 4.1061, 25.3258
Si, 9.663, 4.0996, 25.4121
Si, 1.4928, 6.8203, 25.3602
Si, 6.893, 6.9519, 25.2421
Si, 4.2241, 9.5352, 25.3349
Si, 9.5227, 9.6436, 25.4323
Si, 2.7768, 0.0052, 26.6408
Si, 8.2162, -0.0197, 26.9335
Si, 0.0091, 2.7726, 26.9101
Si, 5.4475, 2.7374, 26.6632
Si, 2.7522, 5.4477, 26.8313
Si, 8.2234, 5.5243, 26.6259
Si, 0.0372, 8.213, 26.6445
Si, 5.5424, 8.2021, 26.7892
Si, 4.1136, 1.3619, 28.0765
Si, 9.58, 1.3804, 28.2048
Si, 1.3803, 4.1291, 28.2057
Si, 6.839, 4.1308, 28.032
Si, 4.1371, 6.8366, 28.1303
Si, 9.5997, 6.847, 28.0564
Si, 1.3932, 9.5807, 28.0489
Si, 6.8378, 9.5528, 28.2064
Si, 0.0293, -0.0176, 29.4924
Si, 5.4567, 0.0092, 29.5061
Si, 2.753, 2.7183, 29.4969
Si, 8.1789, 2.7655, 29.4859
Si, -0.0156, 5.4934, 29.5069
Si, 5.4879, 5.4594, 29.4818
Si, 2.7394, 8.2089, 29.4674
Si, 8.2334, 8.1759, 29.4984
Si, 1.3673, 1.3673, 30.8594
Si, 6.8362, 1.3673, 30.8594
Si, 4.1018, 4.1018, 30.8594
Si, 9.5708, 4.1018, 30.8594
Si, 1.3673, 6.8362, 30.8594
Si, 6.8362, 6.8362, 30.8594
Si, 4.1018, 9.5708, 30.8594
Si, 9.5708, 9.5708, 30.8594
Si, 2.7345, 0, 0.6835
Si, 8.2035, 0, 0.6835
Si, 0, 2.7345, 0.6835
Si, 5.469, 2.7345, 0.6835
Si, 2.7345, 5.469, 0.6835
Si, 8.2035, 5.469, 0.6835
Si, 0, 8.2035, 0.6835
Si, 5.469, 8.2035, 0.6835
Si, 4.1152, 1.3548, 2.0526
Si, 9.5366, 1.3872, 2.0423
Si, 1.3327, 4.1329, 2.055
Si, 6.8512, 4.0715, 2.0602
Si, 4.0949, 6.8395, 2.0464
Si, 9.5901, 6.8046, 2.0434
Si, 1.3773, 9.5559, 2.0492
Si, 6.7981, 9.5845, 2.0567
Si, -0.0412, -0.01, 3.3394
Si, 5.4401, -0.0045, 3.5095
Si, 2.71, 2.7364, 3.3436
Si, 8.1681, 2.6913, 3.5104
Si, -0.0424, 5.4476, 3.5173
Si, 5.4525, 5.4344, 3.3748
Si, 2.7387, 8.188, 3.4676
Si, 8.1693, 8.1602, 3.3241
Si, 1.3161, 1.3801, 4.6348
Si, 6.8164, 1.3086, 4.9591
Si, 4.0559, 4.0846, 4.6913
Si, 9.5245, 4.035, 4.9316
Si, 1.354, 6.8516, 4.8749
Si, 6.8432, 6.7887, 4.6819
Si, 4.0657, 9.5598, 4.9138
Si, 9.4945, 9.5467, 4.6307
Si, 2.5039, 0.0077, 6.1055
Si, 8.2287, -0.176, 6.2363
Si, 0.0169, 2.6109, 6.1987
Si, 5.3244, 2.7251, 6.1761
Si, 2.7372, 5.4155, 6.1652
Si, 8.0897, 5.4323, 6.2145
Si, -0.0695, 8.3356, 6.063
Si, 5.5597, 8.1421, 6.1335
Si, 3.4188, 1.8316, 7.3295
Si, 10.1176, 0.6915, 7.3872
Si, 1.7825, 3.6264, 7.3887
Si, 6.1702, 4.5527, 7.4218
Si, 4.5934, 6.359, 7.2801
Si, 9.1985, 7.2097, 7.3184
P, 0.8611, 9.9696, 7.4066
Si, 7.4137, 8.8603, 7.4669
O, 4.4471, 6.8526, 8.8556
O, 1.3913, 3.9957, 8.9617
O, 9.8206, 6.6688, 8.764
O, 6.0944, 4.2648, 9.0707
O, 3.5852, 1.4552, 8.9372
O, 7.1917, 8.9229, 9.1252
O, 9.7393, 0.9625, 8.9896
O, 8.2478, 2.5366, 22.738
O, 10.9957, 5.5547, 22.6426
O, 5.6242, 0.096, 22.6354
O, 5.2948, 5.4, 22.632
O, 2.1546, 2.809, 22.4753
O, 3.3313, 7.8574, 22.5021
O, 8.3792, 8.7475, 22.4112
O, -0.1623, 11.2339, 22.7543
Si, 2.1688, 2.9952, 12.8967
Si, 8.7725, 1.2748, 10.2642
Si, 1.0761, 4.532, 15.3584
Si, 7.6195, 5.623, 12.1863
Si, 2.4152, 8.1867, 21.2025
Si, 5.4406, 7.8181, 12.4515
Si, 9.279, 0.5159, 15.4666
Si, 2.9233, -0.0312, 16.6506
Si, 10.5047, 1.1601, 12.591
Si, 7.7645, 2.8342, 21.2277
Si, 9.1472, 8.801, 14.4992
Si, 1.4812, 4.7924, 10.3778
Si, 4.4839, 9.4894, 19.1296
Si, 11.0737, 6.1033, 21.1125
Si, 6.633, 10.4722, 14.8459
Si, 5.3879, 0.7362, 21.1671
P, 2.2721, 10.024, 10.627
Si, 0.4314, 10.6403, 21.3839
Si, 5.8536, 5.2598, 21.1229
Si, 3.542, 7.2193, 10.1385
Si, 9.0585, 5.7318, 14.8795
Si, 3.66, 4.0935, 19.0858
Si, 10.0343, 3.6679, 19.3156
Si, 4.2886, 8.6885, 15.3572
Si, 0.4733, 1.9438, 17.1535
Si, 6.7952, 7.5384, 19.2456
Si, 5.2734, 3.6285, 16.747
Si, 7.7892, 5.0155, 17.5257
Si, 6.7326, 9.9051, 10.3428
Si, 4.4743, 0.9881, 10.2044
Si, 0.0972, 9.0708, 12.0398
Si, 9.1019, 8.6373, 20.938
Si, 4.5704, 1.6833, 14.58
Si, 2.4466, 2.093, 21.04
Si, 6.4516, 3.325, 10.3557
Si, 3.4613, 5.9345, 16.7244
Si, 9.9667, 6.5979, 10.3788
O, 0.1287, 2.6294, 18.5913
O, 2.9456, 9.6403, 15.5764
O, 10.8618, 4.8092, 20.1443
O, 7.6859, 2.4021, 9.8255
O, 10.9218, 5.3255, 10.8094
O, 6.5771, 6.7089, 12.822
O, 10.5714, 8.0547, 10.8501
O, 7.6873, 9.4687, 14.0135
O, 8.4826, 6.3441, 11.0044
O, 5.358, 10.4873, 20.0672
O, 2.2002, 3.7611, 11.4403
O, 7.9772, 8.5517, 19.7537
O, 6.2088, 6.7376, 20.5465
O, 5.5299, 2.7197, 15.4195
O, 1.3043, 0.9351, 20.6991
O, 6.1276, 9.0616, 11.6109
O, 4.6482, 4.9995, 16.1153
O, 6.6081, 3.9008, 17.6484
O, 10.5675, 10.6191, 11.9098
O, 5.596, 0.5161, 13.9852
O, 8.0145, 5.0925, 15.9272
O, 9.7701, 9.8843, 15.5598
O, -0.3858, 5.1968, 15.1917
O, 1.5693, 6.841, 20.7966
O, 1.5074, 0.651, 17.1636
O, 6.5946, 1.775, 20.8018
O, 1.0531, 1.7912, 12.8266
O, 3.2523, 5.5073, 18.3147
O, 9.6311, 1.9732, 11.4784
O, 1.0571, 3.1387, 16.2076
O, 8.6474, 5.2292, 13.3879
O, 10.2999, 8.5087, 13.3742
O, 1.4483, 9.4059, 21.6781
O, 10.0794, 9.9404, 20.609
O, 3.4858, 0.0979, 11.2149
O, 5.2138, 2.3275, 10.8241
O, 1.7008, 4.1709, 13.9088
O, 7.9903, 10.859, 10.7907
O, 9.1461, 4.4791, 18.2221
O, 5.6565, 9.5319, 15.7834
O, 5.6083, -0.0535, 9.6838
O, 3.6162, 2.3628, 13.4108
O, 2.0154, 5.6785, 16.0252
O, 9.6985, 1.1311, 14.0068
O, 4.3739, 7.0392, 11.5096
O, 4.7533, 4.4968, 20.2131
O, 9.9697, 1.4015, 16.6174
O, 6.8529, 4.2914, 11.6156
O, 5.5844, 8.4093, 18.575
O, 9.0705, 2.7414, 20.2562
O, 3.6125, 1.1439, 15.775
O, 4.2218, 3.0853, 17.901
O, 9.9158, 7.2237, 20.8909
O, 3.1288, 8.8068, 9.9511
O, 3.9729, 7.4408, 16.3673
O, 7.6483, 0.5192, 15.6851
O, 8.9122, 7.339, 15.1396
O, 3.9304, 1.4439, 21.14
O, 1.7632, 9.1974, 12.0134
O, 2.2993, 6.1887, 10.1957
O, 7.3504, 6.4611, 18.1482
O, 7.2179, 4.3681, 21.1213
O, 4.607, 8.2659, 13.7974
O, 3.3316, 8.6669, 19.9502
O, 2.4941, 3.249, 19.8681
O, 3.7421, 10.3755, 17.9692

Results
free energy: -130855.083 eV
free energy less fixed offsets of O -568.88, P -755.39, Si -635.61 eV per atom: -0.113 eV

Forces (eV/angstrom), in the order of the atoms: element, x, y, z
Si, -0.0138, -0.0036, -0.0113
Si, -0.0123, -0.0139, 0.0001
Si, -0.0043, 0.0179, -0.0198
Si, 0.0151, 0.0072, -0.0054
Si, -0.0073, -0.0103, 0.0006
Si, -0.0129, -0.0008, -0.0083
Si, 0.0102, 0.0052, -0.0015
Si, -0.0086, 0.0171, -0.0094
Si, -0.0137, -0.005, 0.0019
Si, 0.0061, -0.0035, -0.0029
Si, 0.0103, -0.0008, 0.0029
Si, -0.0031, -0.0027, -0.0014
Si, 0.0048, -0.0017, -0.0045
Si, -0.0006, -0.0082, 0.0021
Si, 0.0045, -0.0006, -0.0069
Si, 0.0119, 0.0065, -0.0029
Si, 0.0145, -0.0125, 0.055
Si, -0.0019, 0.0162, -0.1611
Si, -0.0053, 0.0129, -0.1566
Si, 0.0013, -0.0018, 0.0518
Si, -0.0065, 0.0088, -0.1005
Si, 0.0035, -0.0106, 0.0535
Si, -0.0065, -0.0217, 0.0531
Si, -0.0145, 0.0057, -0.0812
Si, -0.0023, 0.0016, -0.0226
Si, 0.0203, -0.0071, 0.2106
Si, 0.0292, 0.0242, 0.1921
Si, -0.0064, 0.0226, -0.0537
Si, 0.0499, -0.0096, 0.0871
Si, -0.001, 0.006, -0.0323
Si, 0.0066, 0.0151, -0.0496
Si, -0.0367, -0.0573, 0.1895
Si, -0.0128, 0.014, 0.0022
Si, -0.0063, 0.0001, -0.0524
Si, 0.0017, -0.0051, -0.0198
Si, 0, -0.005, -0.0126
Si, -0.0012, 0.0036, -0.0482
Si, -0.0039, 0.0004, 0.0083
Si, -0.0127, 0.01, 0.007
Si, 0.0049, 0.006, -0.0177
Si, 0.1496, -0.0891, 0.0833
Si, -0.0947, 0.1412, -0.0714
Si, 0.1392, -0.0899, -0.0086
Si, -0.1633, 0.0985, -0.0521
Si, 0.0386, 0.2093, -0.0981
Si, 0.133, -0.1416, 0.0368
Si, -0.1663, -0.0128, -0.0532
Si, 0.1292, -0.1175, 0.0307
Si, 0.0837, -0.1073, 0.0765
Si, -0.2115, 0.081, -0.0161
Si, -0.1945, 0.1423, -0.0117
Si, 0.1172, -0.119, 0.0532
Si, -0.1541, 0.1313, -0.0298
Si, 0.0592, -0.2391, 0.0798
Si, 0.169, -0.1222, 0.0521
Si, -0.1638, 0.0854, -0.0866
Si, -0.0047, -0.005, 0.0213
Si, -0.0056, 0.0038, 0.0295
Si, -0.0236, 0.0019, -0.0046
Si, -0.0025, -0.0132, 0.0363
Si, 0.0222, -0.0194, 0.0326
Si, -0.01, -0.0047, 0.013
Si, 0.013, -0.0102, 0.0527
Si, -0.025, 0.0469, -0.0156
Si, -0.0622, 0.0017, -0.1368
Si, 0, 0.0044, 0.0545
Si, 0.0186, -0.0016, -0.1912
Si, 0.0279, -0.0405, 0.0286
Si, -0.0038, 0.0082, 0.0684
Si, -0.0241, 0.0672, -0.1982
Si, -0.0016, 0.0046, 0.0385
Si, 0.0279, -0.0598, -0.1313
Si, -0.0833, -0.0069, 0.1257
Si, 0.0201, 0.0169, -0.064
Si, 0.02, 0.0193, 0.138
Si, -0.017, 0.0084, -0.0557
Si, 0.0064, -0.018, -0.0469
Si, -0.0306, -0.0374, 0.1301
Si, -0.0077, -0.0256, -0.0617
Si, -0.0034, 0.1343, 0.1
Si, 0.0846, 0.0246, 0.0483
Si, 0.0328, -0.0217, -0.0209
Si, 0.0306, -0.0317, -0.011
Si, -0.0507, -0.0403, 0.0164
Si, -0.0247, 0.0247, -0.0266
Si, 0.0538, 0.037, -0.0067
Si, 0.0252, -0.0797, 0.0341
Si, 0.0093, 0.0235, -0.0064
Si, 0.0276, 0.0085, 0.0086
Si, -0.0489, 0.0327, 0.0079
Si, 0.0178, -0.0161, -0.0039
Si, -0.0234, 0.0049, 0.0282
Si, 0.012, -0.0349, 0.0228
Si, -0.0294, -0.0593, 0.0337
P, -0.0168, 0.0015, -0.0285
Si, 0.0343, 0.0088, -0.0291
O, -0.0137, 0.0232, 0.0039
O, -0.0066, 0.0109, 0.0112
O, 0.0105, 0.0232, -0.0045
O, 0.0183, -0.0092, 0.0091
O, 0.0198, -0.0088, 0.0409
O, -0.0054, 0.0161, 0.0303
O, -0.0012, -0.001, 0.0113
O, -0.0056, 0, 0.0012
O, -0.0005, 0.0059, -0.0037
O, -0.001, 0.0084, -0.0022
O, 0.0055, -0.0026, -0.0038
O, 0.003, -0.0026, 0.0081
O, -0.0032, 0.0012, -0.0066
O, 0.0027, -0.0037, 0
O, 0.0059, 0.0007, 0.0005
Si, -0.0005, 0.0045, -0.0068
Si, -0.0008, -0.0018, -0.0324
Si, 0.0053, 0.0014, 0.006
Si, -0.0069, -0.0032, -0.0179
Si, 0.0023, -0.0051, 0.0038
Si, 0.0148, -0.0076, -0.0038
Si, 0.0016, -0.0029, 0.0051
Si, 0.0048, 0.0001, 0.0058
Si, -0.002, 0.019, 0.0085
Si, 0.0011, -0.0036, -0.0018
Si, 0.0001, -0.0001, 0.004
Si, 0.0045, -0.0006, -0.0257
Si, 0.0011, 0.0037, 0.0036
Si, 0.0058, 0.0014, 0.0031
Si, 0.0076, -0.0027, 0.0062
Si, 0.0031, -0.0047, -0.0013
P, 0.0378, 0.0016, 0.0287
Si, 0.0017, 0.0009, -0.0022
Si, 0.0009, 0.0062, 0.0018
Si, 0.0091, -0.0319, -0.0164
Si, -0.0055, 0.0046, -0.001
Si, 0.0016, -0.0012, 0.0033
Si, -0.0007, 0.0023, 0.0048
Si, 0.0029, 0.0056, 0.0049
Si, -0.0041, -0.0048, 0.0067
Si, -0.0019, 0.0024, -0.0001
Si, -0.0001, -0.002, 0.0031
Si, 0.0016, 0.002, 0.0058
Si, -0.001, -0.0074, -0.0306
Si, 0.0052, 0.0256, -0.0667
Si, -0.0112, -0.0106, 0.0055
Si, 0.0017, 0.0021, -0.0001
Si, 0.004, 0.0036, 0.0079
Si, -0.0005, -0.0039, 0.0001
Si, 0.0045, 0.0105, -0.0367
Si, 0.0013, 0.0017, 0.004
Si, -0.012, 0.0065, -0.0421
O, 0.0036, 0.0004, -0.0033
O, 0.0004, 0.001, -0.0019
O, -0.0018, -0.0022, -0.0032
O, 0.0065, 0.0049, 0.0167
O, -0.0012, -0.0018, 0.009
O, -0.0011, 0.0029, 0.0003
O, 0.0115, 0.0156, 0.0137
O, 0.0023, 0.0024, -0.0016
O, 0.0157, 0.001, 0.0088
O, -0.0016, -0.0006, -0.0005
O, -0.0001, -0.0064, 0.0103
O, -0.0005, -0.0002, -0.0015
O, 0.0012, 0.0002, 0.001
O, 0.0017, 0.001, -0.0006
O, 0.0012, 0.0013, 0.0015
O, -0.008, 0.0035, 0.0052
O, -0.0032, 0.0045, 0.0002
O, 0.001, 0.0007, -0.0029
O, 0.0041, -0.0052, -0.0048
O, 0.0001, 0.0011, -0.0013
O, 0.0038, 0.0018, -0.0042
O, 0.0026, 0.0014, -0.0022
O, 0.0053, -0.0002, -0.0012
O, -0.0014, 0.0015, -0.0007
O, 0, 0.0039, -0.0008
O, 0.0011, 0.0039, 0.0019
O, 0.001, -0.0012, -0.0024
O, 0.0044, 0.0027, -0.0023
O, 0.0085, -0.002, 0.0087
O, 0.0033, 0.0062, -0.0032
O, 0.0044, 0.0037, 0.0084
O, 0.0009, 0.0028, 0.0036
O, -0.002, 0.0044, -0.0032
O, -0.0032, -0.0022, 0.0014
O, -0.031, -0.0347, 0.0117
O, 0.0015, -0.0038, 0.0035
O, -0.0038, 0.0001, 0.0045
O, -0.0053, -0.0007, 0.0061
O, 0.0023, 0.0012, -0.0012
O, 0.0015, 0.0002, -0.0064
O, -0.0046, 0.0101, 0.0195
O, -0.004, 0.001, -0.0032
O, 0.0017, -0.0033, -0.0085
O, 0.0048, 0.0016, -0.0057
O, -0.0007, 0.0085, 0.0034
O, -0.0003, 0.0005, 0
O, 0.0023, 0.0042, -0.0015
O, 0.0016, 0.0023, 0.0048
O, 0.0001, 0.0002, 0.0016
O, 0.002, 0.0026, -0.0017
O, -0.0012, 0, -0.0036
O, 0.0014, 0.0029, -0.0012
O, 0.0012, 0.0002, 0.0002
O, -0.0063, 0.0214, 0.0029
O, 0.0007, -0.002, -0.0018
O, 0.0011, 0.0017, -0.0021
O, 0.002, -0.0029, -0.0012
O, 0.0026, 0.0037, 0.0017
O, 0.008, 0.0186, -0.0352
O, 0.0011, 0.0099, 0.0091
O, 0.0013, 0.0004, -0.0007
O, -0.0014, -0.0018, 0.0015
O, -0.0018, 0.0061, -0.002
O, 0.0035, 0.0018, -0.003
O, 0.0015, 0.0044, -0.002
O, -0.0015, 0.0012, -0.0033

The program warned: the cutoff lies below the one the program advises for these potential files; the forces do not sum to zero within the program's tolerance; the exchange-correlation potential is rough where the density is thin.
